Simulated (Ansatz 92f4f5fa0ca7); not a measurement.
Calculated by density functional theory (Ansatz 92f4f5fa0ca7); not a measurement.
Periodic cell of 272 atoms, Si165O105As2, from a study of silicon, its oxide and their interface. The atomic structure is a simulated model.

Settings
functional: PBE
potential files: Ansatz PAW
basis: plane waves
wave-function cutoff: 700 eV
density cutoff ratio: 5
exchange-correlation grid ratio: 1
k mesh: 2 x 2 x 1, shifted by 0.5 0.5 0.5 of a step
self-consistency stop: 5e-08 eV per atom in the density residual
occupations: fixed
spin: none
net charge: 0

Cell vectors (angstrom)
a 11.6015 0 0
b 0 13.3963 0
c 0 0 29.8085

Atoms and the computed forces on them: element, x, y, z (angstrom), force x, y, z (eV/angstrom)
Si 11.5451 0.1782 22.8973 -0.0166 -0.0143 -0.0692
Si 3.9123 0.1503 23.0196 0.0415 -0.0142 -0.0551
Si 7.6658 0.1165 23.1382 -0.0222 0.0037 -0.0465
Si 2.0648 3.4497 22.8838 0.0104 -0.023 -0.0584
Si 5.8981 3.6777 23.001 -0.0064 0.0116 -0.075
Si 9.7559 3.5293 23.0216 -0.0097 -0.0134 -0.058
Si 11.6597 6.857 23.0598 -0.0117 -0.0039 -0.0491
Si 3.9563 7.0304 23.1731 0.0339 0.0148 -0.0647
Si 7.7892 6.8792 23.2329 -0.0071 -0.0168 -0.048
Si 2.034 10.2343 23.2388 -0.0193 0.0003 -0.0491
Si 5.8578 10.0934 23.2848 -0.0418 -0.0282 -0.0503
Si 9.8467 10.0847 23.2176 0.0248 -0.0138 -0.0484
Si 11.6922 2.3809 23.752 -0.0137 0.0151 0.0067
Si 3.9941 2.3981 23.7535 0.0089 0.0054 0.008
Si 7.7865 2.4078 23.7709 -0.0272 -0.0094 -0.0025
Si 2.0294 5.7037 23.6917 0.0139 0.0088 0.0562
Si 5.8304 5.8017 23.9816 -0.0014 -0.0157 -0.0299
Si 9.7385 5.723 23.8881 0.0096 0.0017 -0.005
Si 11.7531 9.0226 24.0192 0.0286 0.0018 -0.0021
Si 3.905 9.1305 24.1673 -0.0337 0.0062 -0.0273
Si 7.8499 9.0802 24.0078 0.0088 0.0297 0.0199
Si 1.9104 12.5044 23.7937 0.0031 -0.0025 0.0217
Si 5.7739 12.3699 23.9188 -0.0082 0.008 -0.0114
Si 9.6799 12.3935 23.7818 0.0049 -0.0022 0.0134
Si 11.6421 2.2929 26.17 -0.0034 -0.0026 -0.025
Si 3.9152 2.3045 26.1691 0.0034 0.0078 -0.0287
Si 7.7584 2.3116 26.1801 -0.0079 0.0094 -0.0272
Si 1.9784 5.6197 26.1381 0.012 0.0159 -0.0326
Si 5.8205 5.6565 26.3198 -0.0038 0.0101 -0.0135
Si 9.7116 5.6349 26.2548 -0.0024 0.0074 -0.0104
Si 11.6664 8.9754 26.3462 0.0047 0.0306 -0.0024
Si 3.8841 9.0104 26.4551 -0.0262 0.0151 0.0003
Si 7.7935 9.0011 26.3392 -0.0077 0.0196 -0.0104
Si 1.9257 12.3828 26.1983 0.0008 0.0049 -0.0275
Si 5.7984 12.3286 26.279 0.0027 0.0112 -0.0134
Si 9.6858 12.344 26.1875 0.0142 0.0122 -0.0206
Si 1.9695 1.193 27.0148 -0.0012 0.0099 0.0083
Si 5.829 1.1811 27.0191 -0.0016 -0.0039 0.0035
Si 9.691 1.1784 26.9984 0.0046 0.0005 0.0078
Si 11.6497 4.5083 27.0113 0.0052 0.0039 0.0136
Si 3.8823 4.5075 27.032 -0.0231 -0.0034 0.0009
Si 7.7669 4.5172 27.0431 0.0144 -0.0097 -0.0091
Si 1.9646 7.809 27.076 -0.0017 -0.0134 -0.0078
Si 5.8464 7.8817 27.088 0.025 -0.0092 -0.0121
Si 9.7151 7.8521 27.0709 -0.005 -0.0099 -0.002
Si 11.6161 11.2381 27.0361 -0.0015 -0.0109 0.0045
Si 3.8469 11.2644 27.0742 -0.0102 0.0033 -0.0084
Si 7.7611 11.2384 27.0531 0.0137 0.0033 -0.0051
Si 1.9336 1.1164 29.4135 0.0477 0.1944 -0.1984
Si 5.8008 1.1164 29.4135 0.0447 0.1417 -0.1813
Si 9.6679 1.1164 29.4135 0.0849 0.1152 -0.2672
Si 0 4.4654 29.4135 0.132 0.0587 -0.1984
Si 3.8672 4.4654 29.4135 -0.067 0.0585 -0.1373
Si 7.7343 4.4654 29.4135 0.053 0.0364 -0.0385
Si 1.9336 7.8145 29.4135 0.0116 -0.164 0.2592
Si 5.8008 7.8145 29.4135 0.1038 0.0295 0.4145
Si 9.6679 7.8145 29.4135 0.0737 0.0039 0.1333
Si 0 11.1635 29.4135 0.0161 0.1741 -0.0873
Si 3.8672 11.1635 29.4135 -0.0963 0.3024 0.2004
Si 7.7343 11.1635 29.4135 0.0459 0.1982 -0.0327
Si 0 0 0.3944 -0.0863 -0.0639 -0.0986
Si 3.8672 0 0.3944 0.0639 -0.2496 0.2258
Si 7.7343 0 0.3944 -0.1918 -0.2545 0.0727
Si 1.9336 3.3491 0.3944 0.0132 -0.1687 -0.0592
Si 5.8008 3.3491 0.3944 0.0212 -0.049 -0.0047
Si 9.6679 3.3491 0.3944 -0.0549 -0.0502 0.1171
Si 0 6.6981 0.3944 -0.1043 -0.0091 0.0616
Si 3.8672 6.6981 0.3944 -0.0228 -0.1451 -0.0966
Si 7.7343 6.6981 0.3944 0.0392 -0.0548 0.0881
Si 1.9336 10.0472 0.3944 -0.0371 -0.0231 -0.1136
Si 5.8008 10.0472 0.3944 0.1209 0.0998 0.0383
Si 9.6679 10.0472 0.3944 0.0071 -0.1226 -0.0737
Si 11.5576 -0.0325 2.7521 -0.0058 -0.0042 0.0065
Si 3.8591 -0.0715 2.7889 0.0308 -0.0031 -0.0117
Si 7.674 -0.0893 2.7734 -0.0179 0.0005 -0.0063
Si 1.9386 3.2748 2.7486 -0.0046 0.0008 0.0243
Si 5.8077 3.3056 2.7648 -0.0317 0.0061 -0.0146
Si 9.6517 3.3039 2.7846 0.0325 -0.0039 -0.0111
Si 11.5744 6.6473 2.7615 -0.0095 0.0111 0.0061
Si 3.8634 6.6284 2.7448 0.0002 -0.0104 0.0119
Si 7.7418 6.6552 2.7679 0.0035 -0.0041 -0.004
Si 1.9298 10.0048 2.7537 -0.0183 0.0088 0.0041
Si 5.8271 10.042 2.7731 0.0055 0.0007 0.0007
Si 9.6822 9.9883 2.7545 -0.002 0.0006 -0.0031
Si 11.5959 2.1876 3.5595 -0.0279 0 0.0092
Si 3.8856 2.1566 3.5362 0.0319 -0.0082 0.0204
Si 7.7151 2.1286 3.5293 -0.0096 -0.0114 0.0219
Si 1.9004 5.5038 3.4894 -0.0006 -0.007 0.0083
Si 5.8088 5.5435 3.5585 0.0141 -0.0158 0.0125
Si 9.655 5.5283 3.6141 0.0077 -0.0158 0.0187
Si 11.6139 8.88 3.5699 -0.0021 -0.0222 0.0179
Si 3.8978 8.8772 3.4378 -0.0063 -0.0055 0.003
Si 7.7491 8.8847 3.5551 -0.0154 -0.0179 0.0172
Si 1.8731 12.2395 3.536 0.0018 -0.0173 0.0295
Si 5.7611 12.2186 3.7453 0.0085 -0.0047 0.0408
Si 9.6284 12.209 3.5233 0.0243 0 0.0176
Si 11.6247 2.0854 5.9277 -0.0114 -0.0321 0.0076
Si 3.8882 2.0757 5.8922 -0.0717 -0.0035 0.005
Si 7.6847 2.0092 5.887 -0.0584 0.001 0.0055
Si 1.8598 5.4143 5.8306 -0.0245 0.0009 0.0012
Si 5.8028 5.4896 5.931 0.0235 0.0014 -0.0053
Si 9.6402 5.4504 6.0141 0.0101 0.0145 -0.0148
Si 11.6533 8.8452 5.9526 0.007 -0.0155 -0.0245
Si 3.919 8.8115 5.7576 0.0023 -0.0084 0.0368
Si 7.7895 8.8173 5.929 -0.0068 -0.0128 -0.0073
Si 1.8113 12.2338 5.8995 -0.045 0.0047 0.0211
Si 5.7224 12.123 6.2604 -0.0111 -0.0371 -0.0908
Si 9.585 12.128 5.8803 0.0233 -0.0049 0.0168
As 1.9708 1.0231 6.924 0.0123 0.0264 -0.0748
Si 5.748 1.01 6.9623 -0.035 0.0068 0.0938
Si 9.6504 0.9372 6.6545 -0.0115 0.0166 0.1004
Si 11.5638 4.2958 6.7824 0.0001 0.0212 0.053
Si 3.8277 4.3377 6.5355 0.0042 0.0025 0.0442
Si 7.6928 4.2114 6.6231 0.0047 -0.0174 0.058
Si 2.0263 7.6473 6.513 0.0263 -0.0008 0.0594
Si 5.8365 7.7523 6.6992 -0.0199 0.0119 0.0464
Si 9.7385 7.7205 6.7527 -0.0114 0.0098 0.0548
Si 11.4708 11.0611 6.8037 0.0003 0.0175 0.0326
Si 3.6317 10.9594 6.6727 -0.0606 0.0263 0.0505
Si 7.7593 10.9801 6.8744 0.0783 0.0194 0.0583
O 9.8752 7.8985 8.4199 -0.0284 -0.0212 -0.0024
O 9.596 0.822 8.3428 0.0394 0.0035 -0.0593
O 2.9825 10.5888 8.1652 0.052 -0.0313 0.0396
O 5.8069 7.9006 8.3647 0.0064 -0.0051 -0.0187
O 5.6159 1.2085 8.6434 0.0391 -0.02 -0.0142
O 3.7276 4.3106 8.1828 0.0247 -0.0012 -0.0007
O 7.6067 3.7586 8.2412 -0.0106 0.0046 -0.0224
O -0.0931 4.301 8.4595 0.0071 -0.0141 -0.0166
O 11.1434 11.0355 8.4529 0.0214 -0.0063 -0.0387
O 8.1074 10.7715 8.5139 -0.0284 -0.0104 -0.0171
O 2.3344 7.5165 8.1227 -0.0323 -0.0036 -0.0019
O 11.4107 0.2041 21.2183 -0.0015 0.0151 0.0067
O 9.753 3.6291 21.3566 0.0098 0.0092 -0.0055
O 4.1445 7.5373 21.5855 -0.0022 0.006 0.02
O 5.995 4.1596 21.386 -0.0081 -0.0054 0.0129
O 5.7441 9.754 21.6492 -0.0041 -0.0007 -0.0075
O 2.1365 3.3684 21.203 0.0065 0.0072 -0.0023
O 7.354 13.4394 21.499 0.0378 0.0047 -0.0042
O 4.0083 0.1487 21.356 -0.0137 0.0132 0.001
O 7.7184 6.9377 21.5816 -0.0014 0.0187 0.0121
O 2.1175 10.1701 21.5892 -0.0013 0.013 0.0247
O 11.5313 6.9738 21.3988 0.0231 -0.0035 -0.0023
O 10.1806 9.6608 21.6277 -0.044 0.0175 -0.0132
Si 11.5361 6.4787 11.3249 -0.0044 0.0013 0.0039
Si 1.558 10.3576 16.2435 -0.0009 0.0016 -0.005
Si 0.0565 3.6895 9.9733 -0.0125 -0.0193 0.0211
Si 8.0759 12.8502 20.1718 0.0034 -0.003 0.0066
Si 2.76 10.4925 9.7693 0.0092 -0.0015 -0.0148
Si 2.5638 10.3859 20.0463 0.0015 0.0061 -0.0199
Si 10.3428 3.6966 19.8362 0.0005 -0.0036 0.0002
Si 0.226 12.7877 17.0827 0.0018 0.0012 0
Si 10.8044 0.6927 19.768 -0.0015 0.0056 -0.0096
Si 3.1389 7.744 16.2416 -0.0022 -0.0027 -0.0008
Si 0.3217 6.4819 19.8996 -0.0022 0.0025 -0.0026
Si 9.3505 2.5037 14.2765 0.001 -0.0012 -0.0078
Si 2.7748 2.5077 11.0073 -0.0053 -0.0016 0.0005
Si 5.1084 11.9621 15.3556 -0.0027 -0.0001 -0.0027
Si 4.9368 8.6745 20.7058 0.006 0.0073 0.0004
Si 3.5723 -0.3927 11.2715 -0.0028 -0.0047 -0.0034
Si 5.5639 8.8691 14.8046 0.0002 -0.0017 -0.001
Si -0.2723 11.2982 10.0687 -0.0098 0.0175 0.0317
Si 9.4531 10.0103 20.2134 -0.0014 0.0047 0.008
Si 3.4497 0.0419 19.8247 -0.0029 0.0017 -0.0078
Si 7.408 4.7102 9.5411 -0.0014 0.0133 0.0029
Si 2.3575 12.3519 14.1628 -0.0019 -0.0033 -0.0059
Si 6.1539 0.6105 10.0939 -0.0022 -0.0048 0.0157
Si 2.7839 2.891 19.7624 -0.0002 -0.0015 -0.0058
Si 5.67 4.4242 13.6219 -0.002 -0.0015 -0.0001
Si 7.4562 0.183 15.5846 -0.0044 0.0026 0.0007
Si 9.5945 11.309 15.1953 0.0009 -0.0012 -0.0068
Si 1.9578 6.5808 13.5577 -0.0079 0.0018 -0.0011
Si 2.7718 3.5247 13.9801 -0.003 -0.0028 0.0027
Si 11.6926 9.1608 18.4023 -0.0079 0 -0.0057
As 11.1641 0.8599 9.2456 0.0224 -0.0072 0.0417
Si 9.0794 7.331 9.7273 0.0025 -0.0026 0.0014
Si 8.6303 8.5314 14.5923 0.002 -0.0007 -0.004
Si 4.7527 7.1594 12.3482 -0.0036 0.0004 -0.0056
Si 2.9627 5.6195 18.7589 -0.0033 0.0033 -0.001
Si 2.4759 7.4186 9.7189 -0.0055 0.0022 -0.0008
Si 6.2314 8.4372 9.8458 -0.0041 0.0047 0.0121
Si 4.2507 4.7507 9.641 -0.0011 -0.0021 0.0027
Si 9.3065 10.4449 12.2804 0.0054 0.0001 -0.0064
Si 5.9354 13.0115 17.9597 0.0019 0 -0.0005
Si 7.9637 4.9207 18.3598 0.0008 -0.0017 -0.0057
Si 8.2569 5.3783 15.1928 0.0022 0.0022 -0.0025
Si 7.2955 11.082 9.9182 -0.0043 -0.001 0.0099
Si 5.3768 4.1896 19.8711 0.0004 -0.0022 -0.0029
Si 0.7486 1.4803 15.0262 -0.0011 0.0007 -0.0001
Si 7.5463 7.516 20.0789 0.0035 0.0074 -0.0082
Si 7.6125 2.7855 11.8371 0.004 -0.0004 0.0001
O 3.38 6.0783 10.0798 0.0052 0.0019 -0.0074
O 1.8988 2.6589 15.0666 -0.017 -0.0097 -0.0118
O -0.7269 12.8638 10.3945 0.0009 -0.0531 -0.002
O 8.3638 8.8862 19.8426 0.0057 -0.0089 0.0133
O 2.4093 1.3027 19.5117 0.0182 -0.0066 0.02
O 8.1004 5.279 16.7947 0.0038 -0.0078 -0.003
O 2.7325 11.9748 19.6944 0.0138 -0.0078 0.0156
O 7.1279 8.7569 15.1806 -0.0167 -0.0043 -0.0086
O 1.2662 0.1754 14.1713 0.0064 0.0076 0.0165
O 4.3497 3.7902 14.3883 -0.0077 0.0091 -0.0257
O 4.0879 3.4108 10.5913 0.0058 0.0128 -0.0018
O 10.9187 2.061 14.4644 -0.0031 -0.0016 0.0088
O 11.368 4.8619 11.0737 0.0123 0.0106 -0.0203
O 10.8238 11.9933 16.0369 0.0026 0.0121 -0.0001
O 8.8827 6.8803 14.7669 -0.0176 -0.0066 0.0052
O 1.5947 3.2022 10.1501 -0.0209 -0.0009 0.0062
O 8.3815 5.9604 9.2197 -0.0026 0.008 0.0177
O 11.1365 2.2887 19.5195 -0.0229 0.0002 0.0176
O 5.3445 7.6204 10.9139 0.007 0.0092 -0.0149
O 11.4131 7.5836 18.7816 0.0186 0.0112 0.02
O 7.8353 8.2805 10.173 -0.0058 -0.0232 -0.0127
O 10.078 7.1451 11.0037 0.0014 -0.0086 -0.0257
O 9.182 4.0891 14.7221 -0.0183 -0.0059 -0.0019
O 8.8236 11.4632 20.5177 -0.005 0.0074 -0.0214
O 10.5306 10.3583 11.1699 -0.0058 0.0056 0.0069
O 8.342 12.2074 15.7416 -0.0059 0.0093 -0.0097
O 4.4274 2.8666 19.8067 -0.0193 0.031 0.0004
O 4.6469 0.216 18.733 -0.0055 -0.0231 0.0071
O 10.4633 10.0811 18.9443 0.0137 -0.0148 0.0055
O 6.7859 0.6658 17.016 -0.0042 -0.0306 -0.0128
O 0.4859 6.8041 12.8466 0.0181 -0.009 -0.0178
O 0.9887 7.1507 10.2972 0.0083 -0.01 0.0173
O 3.12 7.1922 12.5668 -0.0009 -0.0184 0.022
O 3.9396 9.5486 19.7625 -0.0125 0.0011 0.0319
O 6.7419 5.1575 14.6079 0.0121 -0.0117 -0.0094
O 0.5359 0.9021 16.5371 -0.0029 -0.0114 -0.0256
O 1.5296 11.7767 17.0994 -0.0247 -0.0072 -0.0129
O 5.4052 8.2714 13.3152 -0.0115 -0.0067 0.0214
O 2.9834 12.3807 12.6571 -0.0054 0.0125 0.0061
O 6.3813 3.1793 12.8457 0.0116 0.0194 -0.006
O 2.7866 9.3187 16.59 -0.004 0.0008 -0.0244
O 5.9947 7.8908 19.7466 0.0049 0.0079 0.0319
O 1.9438 6.3828 19.7759 -0.0099 -0.0192 -0.0179
O 1.435 9.6835 19.137 -0.0117 -0.0009 0.0117
O 9.467 9.6781 15.468 -0.0006 0.0202 -0.0168
O 3.0031 8.918 10.2111 -0.017 0.0022 -0.0167
O 8.8915 9.009 13.0198 -0.0034 0.0223 0.017
O 2.1244 7.3046 15.016 0.0206 -0.0034 -0.0005
O 9.1307 3.8653 18.7698 -0.0007 0.0171 0.0139
O 4.707 7.882 15.7958 -0.0049 0.004 -0.0125
O 7.2169 1.602 10.8067 -0.0093 0.0054 0.0028
O 8.1105 6.3549 19.1078 -0.0141 -0.0074 0.0079
O 5.8368 5.1242 9.6433 0.0042 -0.0203 -0.0022
O 6.9737 -0.9428 19.0642 -0.0085 0.0196 -0.0071
O 10.7185 2.3496 10.2216 0.0203 0.0419 -0.013
O 8.9286 2.3818 12.704 -0.022 0.0125 0.018
O 9.697 11.4557 13.5397 -0.0134 -0.0265 0.0132
O 6.5582 4.1869 18.7547 0.0036 0.0131 0.0154
O 6.009 10.0549 9.9574 0.0258 -0.0128 -0.0052
O 1.2956 10.95 10.3188 0.0019 -0.0066 -0.006
O 5.1303 10.4462 14.7479 0.0022 -0.0009 0.0133
O 1.6811 10.8987 14.6604 0.0151 0.0159 0.02
O 11.3494 13.0661 18.6137 -0.0032 0.0049 0.0101
O 5.4265 11.8208 16.9587 0.005 0.0286 -0.017
O 8.0671 10.9959 11.3607 -0.0077 -0.0017 -0.0028
O 11.2992 5.002 19.6313 -0.0019 0.0057 0.0093
O 8.3446 1.4522 15.0655 0.0107 -0.0047 0.0005
O 2.4172 4.0405 18.6097 0.0145 0.0142 0.0301
O 3.7276 11.6815 10.334 -0.0005 0.0115 0.0088
O 9.1702 0.5677 19.706 0.0131 -0.0206 0.0128
O 2.6425 2.6455 12.617 0.0038 0.0145 -0.0041
O 3.6261 12.6167 15.1593 0.0095 -0.0185 -0.0131
O 7.9567 4.0938 10.9321 -0.0222 -0.0143 -0.0035
O 5.0515 0.3072 11.2744 0.0168 -0.0094 -0.012
O 4.42 5.4801 19.4969 -0.0151 -0.0266 -0.0147
O 6.1808 13.0297 14.6741 -0.0167 -0.0107 0.0317
O 3.039 6.5658 17.4001 0.0018 -0.0001 -0.0006
O 2.6791 0.8856 10.7017 -0.0055 0.003 0.0121
O 0.282 9.4377 16.7876 0.0016 0.0094 0.0337
O 5.1967 5.6075 12.598 -0.0046 0.0004 0.0098
O 2.0853 4.9771 13.7691 0.0144 -0.0022 0
O 6.8349 12.6055 9.7007 -0.0093 0.0035 0.0167

Results
free energy: -174338.429 eV
free energy less fixed offsets of As -4857.07, O -569.03, Si -635.61 eV per atom: -0.489 eV

The program warned: the cutoff lies below the one the program advises for these potential files; the exchange-correlation potential is rough where the density is thin.
